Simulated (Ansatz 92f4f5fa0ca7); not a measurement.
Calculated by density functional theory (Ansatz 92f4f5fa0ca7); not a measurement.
Periodic cell of 357 atoms, Si241O116, from a study of silicon, its oxide and their interface. The atomic structure is a simulated model.
This geometry differs little from another in the collection (a relaxation step or a small displacement).

Settings
functional: PBE
potential files: Ansatz PAW
basis: plane waves
wave-function cutoff: 700 eV
density cutoff ratio: 5
exchange-correlation grid ratio: 1
k mesh: 2 x 2 x 1, shifted by 0.5 0.5 0.5 of a step
self-consistency stop: 5e-08 eV per atom in the density residual
occupations: fixed
spin: none
net charge: 0

Cell vectors (angstrom)
a 11.6015 0 0
b 0 13.3963 0
c 0 0 40.7692

Atoms: element, x, y, z (angstrom)
Si 0 2.2327 1.1851
Si 3.8672 2.2327 1.1851
Si 7.7343 2.2327 1.1851
Si 1.9336 5.5818 1.1851
Si 5.8008 5.5818 1.1851
Si 9.6679 5.5818 1.1851
Si 0 8.9308 1.1851
Si 3.8672 8.9308 1.1851
Si 7.7343 8.9308 1.1851
Si 1.9336 12.2799 1.1851
Si 5.8008 12.2799 1.1851
Si 9.6679 12.2799 1.1851
Si 1.9336 1.1164 1.9745
Si 5.8008 1.1164 1.9745
Si 9.6679 1.1164 1.9745
Si 0 4.4654 1.9745
Si 3.8672 4.4654 1.9745
Si 7.7343 4.4654 1.9745
Si 1.9336 7.8145 1.9745
Si 5.8008 7.8145 1.9745
Si 9.6679 7.8145 1.9745
Si 0 11.1635 1.9745
Si 3.8672 11.1635 1.9745
Si 7.7343 11.1635 1.9745
Si 1.9336 1.1164 4.3426
Si 5.8008 1.1164 4.3426
Si 9.6679 1.1164 4.3426
Si 0 4.4654 4.3426
Si 3.8672 4.4654 4.3426
Si 7.7343 4.4654 4.3426
Si 1.9336 7.8145 4.3426
Si 5.8008 7.8145 4.3426
Si 9.6679 7.8145 4.3426
Si 0 11.1635 4.3426
Si 3.8672 11.1635 4.3426
Si 7.7343 11.1635 4.3426
Si 0 0 36.4286
Si 3.8672 0 36.4286
Si 7.7343 0 36.4286
Si 1.9336 3.3491 36.4286
Si 5.8008 3.3491 36.4286
Si 9.6679 3.3491 36.4286
Si 0 6.6981 36.4286
Si 3.8672 6.6981 36.4286
Si 7.7343 6.6981 36.4286
Si 1.9336 10.0472 36.4286
Si 5.8008 10.0472 36.4286
Si 9.6679 10.0472 36.4286
Si 0 0 38.7968
Si 3.8672 0 38.7968
Si 7.7343 0 38.7968
Si 1.9336 3.3491 38.7968
Si 5.8008 3.3491 38.7968
Si 9.6679 3.3491 38.7968
Si 0 6.6981 38.7968
Si 3.8672 6.6981 38.7968
Si 7.7343 6.6981 38.7968
Si 1.9336 10.0472 38.7968
Si 5.8008 10.0472 38.7968
Si 9.6679 10.0472 38.7968
Si 0 2.2327 39.5862
Si 3.8672 2.2327 39.5862
Si 7.7343 2.2327 39.5862
Si 1.9336 5.5818 39.5862
Si 5.8008 5.5818 39.5862
Si 9.6679 5.5818 39.5862
Si 0 8.9308 39.5862
Si 3.8672 8.9308 39.5862
Si 7.7343 8.9308 39.5862
Si 1.9336 12.2799 39.5862
Si 5.8008 12.2799 39.5862
Si 9.6679 12.2799 39.5862
Si -0.1965 -0.0812 29.4171
Si 3.6188 0.1103 29.5653
Si 5.4803 -1.1622 30.2881
Si 1.599 3.1257 29.4276
Si 5.5014 3.3158 29.4062
Si 9.4713 2.9991 29.5158
Si -0.2379 6.6649 29.3002
Si 3.6157 6.6887 29.1917
Si 7.7064 5.9572 28.6465
Si 1.3645 10.04 29.1517
Si 5.1197 10.3295 28.9649
Si 9.0897 9.8209 30.2398
Si -0.2284 2.0456 30.4203
Si 3.6006 2.2865 30.3588
Si 7.4124 2.0999 30.1413
Si 1.719 5.4813 29.9887
Si 5.6549 5.6082 29.9018
Si 9.5448 5.3198 29.9918
Si -0.3628 8.8524 30.2279
Si 3.3864 8.9678 29.8463
Si 7.8707 9.0734 28.4474
Si 1.7164 12.1895 30.1201
Si 7.2714 13.2716 29.252
Si 9.3339 12.2106 30.0468
Si -0.0797 2.2319 32.7029
Si 3.7784 2.2994 32.6599
Si 7.5995 2.203 32.5036
Si 1.8527 5.5633 32.3931
Si 5.7737 5.6598 32.3154
Si 9.5665 5.5592 32.3894
Si -0.0009 8.9064 32.5421
Si 3.7917 8.9702 32.2728
Si 7.912 9.0891 32.3211
Si 1.8455 12.2635 32.4933
Si 5.6912 12.2543 32.6053
Si 9.5634 12.3769 32.4428
Si 1.8714 1.0961 33.3509
Si 5.703 1.1063 33.3419
Si 9.5554 1.1463 33.3453
Si -0.0771 4.5108 33.2721
Si 3.8382 4.5708 33.256
Si 7.638 4.4728 33.2174
Si 1.9579 7.7936 33.2253
Si 5.8481 7.9325 33.0212
Si 9.6464 7.7932 33.2691
Si -0.1097 11.1766 33.2527
Si 3.7576 11.1202 33.289
Si 7.7037 11.2133 33.3136
Si 1.9296 1.1055 35.6857
Si 5.7932 1.116 35.679
Si 9.6487 1.1149 35.6817
Si -0.0097 4.478 35.6395
Si 3.8669 4.4891 35.63
Si 7.7217 4.4688 35.6087
Si 1.943 7.8071 35.614
Si 5.8123 7.8391 35.5136
Si 9.6609 7.8018 35.6379
Si -0.0151 11.1685 35.6267
Si 3.853 11.1506 35.6491
Si 7.7317 11.1693 35.6629
Si 0.0092 -0.0013 5.104
Si 3.8822 0.0045 5.1498
Si 7.7396 -0.0001 5.151
Si 1.9486 3.34 5.1653
Si 5.8072 3.3444 5.1853
Si 9.679 3.338 5.1517
Si -0.0073 6.6849 5.1306
Si 3.874 6.6981 5.1237
Si 7.7311 6.709 5.0708
Si 1.9507 10.0507 5.1205
Si 5.805 10.0513 5.145
Si 9.6658 10.0438 5.1091
Si 0.0913 -0.0062 7.4509
Si 3.9735 0.0164 7.5309
Si 7.8081 -0.0047 7.5326
Si 2.0348 3.3132 7.5593
Si 5.8878 3.3411 7.5951
Si 9.7461 3.3017 7.5342
Si 0.0121 6.643 7.4936
Si 3.9103 6.6959 7.482
Si 7.756 6.7026 7.397
Si 2.0295 10.0514 7.479
Si 5.8633 10.0591 7.5211
Si 9.7155 10.0343 7.4596
Si 0.1118 2.1757 8.3299
Si 3.9741 2.2125 8.4444
Si 7.8382 2.2064 8.3954
Si 1.9873 5.5729 8.2512
Si 5.8574 5.6178 8.2759
Si 9.6206 5.5468 8.2407
Si 0.0774 8.9063 8.1353
Si 3.9472 8.9133 8.3043
Si 7.7902 8.9137 8.2758
Si 2.0284 12.2984 8.2611
Si 5.8937 12.2856 8.3713
Si 9.7808 12.2629 8.2341
Si 0.2387 1.8649 10.6793
Si 4.0954 2.0322 10.8641
Si 8.0359 2.0143 10.7764
Si 1.8677 5.7522 10.5877
Si 6.4119 5.8433 10.57
Si 8.8016 5.5864 10.4544
Si 0.1825 8.9551 10.4358
Si 4.0039 8.8966 10.6808
Si 7.8006 9.0065 10.6458
Si 2.1423 12.2619 10.6183
Si 5.9793 12.278 10.7724
Si 7.9563 11.1827 11.3756
Si 2.2026 0.9377 11.7103
Si 6.0876 1.0539 11.695
Si 9.9121 0.7915 11.4483
Si -0.2204 3.8136 11.7972
Si 4.2742 4.0555 11.9465
Si 8.9753 3.8254 11.9125
Si 2.0046 7.9031 11.413
Si 5.9453 7.9018 11.5749
Si 9.8523 8.2286 11.4833
Si 0.2835 11.056 11.3007
Si 4.0152 11.1151 11.407
Si 9.9138 12.0887 10.5696
O 3.7759 11.1186 13.0559
O 10.1051 8.6258 13.0732
O 5.9506 7.8861 13.2453
O 8.1835 4.201 13.3292
O 0.6799 3.6826 13.1565
O 6.2379 1.1749 13.364
O 9.9089 0.8534 13.1236
O 0.4607 10.7181 12.9115
O 4.1771 3.9965 13.5738
O 2.3204 0.8717 13.3916
O 8.2789 11.2382 13.0137
O 1.8843 7.8648 13.0722
O 8.1917 9.9415 27.0857
O 1.052 10.1947 27.515
O 5.1077 11.0226 27.4487
O 11.3687 6.9311 27.6355
O 7.7453 5.0792 27.2315
O 6.7931 13.1515 27.633
O 8.0442 7.4835 28.1734
O 0.1232 0.2281 27.7972
O 9.5442 2.4669 27.9308
O 3.5017 6.7815 27.5336
O 1.5026 2.6049 27.8289
O 3.7606 0.6166 27.9917
Si 5.4568 8.027 17.6157
Si 2.0262 4.6147 19.9366
Si 3.6462 0.7922 26.3787
Si 8.2853 8.7107 18.9984
Si 7.7992 4.5057 25.6854
Si 3.0524 5.9788 26.1893
Si -0.0619 5.8291 26.4333
Si 1.1509 9.0722 16.5223
Si 9.1127 2.9345 18.8174
Si 10.4017 0.3231 14.5815
Si 7.919 5.3721 14.4214
Si 8.4718 -0.3216 21.8048
Si 8.9811 9.5556 25.6986
Si 0.5167 -1.1312 19.3794
Si 2.3495 7.1026 14.4291
Si 0.3372 11.1952 14.4445
Si 5.0368 3.4846 26.2124
Si 10.0694 4.4754 16.4963
Si 4.068 5.0965 17.7962
Si 10.488 7.3339 17.1558
Si 3.8448 3.5261 15.0952
Si 5.5054 7.0741 14.6042
Si 13.9034 8.0997 24.237
Si 1.0826 7.2426 21.4474
Si 1.7294 0.3755 14.8561
Si 9.3684 6.8385 24.5616
Si 0.848 1.3981 26.9043
Si 4.6356 11.3432 14.4115
Si 7.0334 11.1611 23.9599
Si -0.1518 0.4137 22.1083
Si 5.6246 0.9133 14.8669
Si 9.4835 7.3331 21.531
Si 2.8402 13.5281 17.7463
Si 7.6595 10.7161 14.421
Si 13.5587 10.1445 21.1125
Si 8.0735 13.1905 16.3442
Si 0.561 10.052 25.9595
Si 3.6099 10.5661 17.2262
Si 4.0214 10.508 23.0273
Si 10.1559 3.0618 26.5483
Si 13.153 11.7692 23.5982
Si 9.0932 11.7836 18.9302
Si 6.9775 2.1638 20.5547
Si -2.9224 4.516 21.0185
Si 9.2799 8.1054 14.3719
Si 4.1839 2.6304 19.4421
Si -0.4873 3.0252 20.8647
Si 5.8174 12.2638 26.6281
Si 1.0068 4.1959 14.6506
O 0.1372 -0.2779 20.6851
O 12.7264 10.6279 22.4668
O 2.2236 3.2581 15.2143
O 11.2331 4.0175 15.4764
O 8.4581 10.3003 18.68
O 2.1213 8.0561 15.7138
O 2.0523 0.7579 25.9977
O 4.5812 12.9868 25.8345
O 0.8344 -0.2096 23.2436
O 1.0818 11.3265 25.0882
O 8.9454 7.9428 25.6523
O 8.9304 3.3254 25.519
O 4.757 12.9325 14.7456
O 6.335 5.6529 14.6971
O 2.5392 5.11 18.4438
O 10.243 7.6163 15.5705
O 3.5741 10.3181 21.4414
O 4.1122 4.6916 16.2153
O 3.0679 3.41 20.3793
O 10.7231 11.7465 18.6867
O 11.0672 7.0822 21.1438
O 9.2529 7.8216 18.057
O 1.4707 5.7526 14.6315
O 8.3826 12.8604 17.9138
O 6.7337 0.6862 16.0513
O 2.0657 10.0749 17.4073
O 1.6088 -4.7918 20.7144
O 8.7757 12.2141 20.4609
O 6.3581 3.8456 25.3207
O 3.1981 11.8466 23.5428
O 13.0957 11.0569 19.8625
O 1.6114 12.1392 14.8178
O 3.9954 4.6958 26.0193
O 10.5323 10.0558 25.8197
O 8.4746 6.7926 13.8701
O 3.5513 1.3657 18.5832
O 9.4769 7.6257 23.1361
O 0.2244 1.0111 14.9888
O 11.8161 8.2 17.5371
O 3.7317 12.1179 17.8036
O 5.781 7.9114 15.9974
O 3.9265 10.579 15.6368
O 4.285 2.1378 25.7267
O 2.5989 0.6624 16.2104
O 9.2927 0.6671 15.7075
O 10.5882 12.0939 14.585
O 7.6934 2.1516 19.0573
O 12.8326 8.6955 25.3277
O 5.6269 10.5817 23.3072
O 3.4013 9.2127 23.8029
O 8.2185 5.6711 24.61
O 7.498 0.9263 21.454
O 1.3558 13.2045 18.35
O 8.6813 4.959 15.7924
O 6.064 10.6164 14.1783
O 9.8741 0.1852 22.4831
O 6.768 11.8615 25.3892
O 0.2548 9.9455 15.4713
O 3.9305 6.766 14.3832
O 4.8423 3.8386 18.529
O 10.8321 6.2524 25.0242
O -1.3713 2.1756 19.76
O 8.7707 8.4598 20.5652
O 8.2843 9.2862 14.8749
O 10.8304 4.4781 26.9817
O 3.2287 6.9503 24.9117
O 1.9106 5.938 20.8979
O 10.0697 3.9709 21.7132
O 4.738 2.1896 15.3609
O 13.1059 5.4891 26.2307
O 5.3681 2.0349 20.3862
O 10.6716 5.7246 17.3727
O 8.9064 4.4568 19.3956
O 8.4726 6.0537 21.4098
O 7.6722 12.1625 22.8715
O 4.5697 9.3983 17.8868
O 9.6706 3.1218 17.3201
O -4.2084 3.5565 21.3442
O 6.7696 8.2211 18.5909
O 7.9232 11.7468 15.6295
O 0.1975 2.0041 21.9304
O 8.1937 10.0685 24.3555
O 0.5575 3.9136 19.987
O 11.2896 2.0537 25.9405
O 1.4295 7.4319 23.0301
O 4.7265 6.5901 18.0183
O -16.8969 9.2003 28.9005
O -1.8753 -20.1896 11.3901
O -40.6564 -35.538 11.537
O 49.499 -8.3526 11.4205
O 5.4721 3.2444 27.7542
O -69.2142 31.903 10.973

Results
free energy: -219201.124 eV
free energy less fixed offsets of O -569.03, Si -635.61 eV per atom: -11.634 eV

Forces (eV/angstrom), in the order of the atoms: element, x, y, z
Si -0.0042 0.0146 0.0062
Si -0.016 0.0005 -0.0039
Si -0.0055 0.0136 -0.0188
Si 0.0117 0.0211 0.025
Si -0.0078 0.0176 0.0184
Si -0.0163 0.0414 0.027
Si -0.0202 -0.0047 -0.0318
Si 0.0109 -0.0023 -0.0094
Si -0.0053 -0.0138 -0.0012
Si -0.0093 -0.0119 -0.0004
Si -0.0114 -0.033 -0.0151
Si -0.0062 -0.0094 -0.0041
Si 0.0578 0.005 -0.0017
Si 0.0318 0.0212 -0.0046
Si -0.0115 -0.0123 -0.0013
Si 0.032 -0.067 -0.0151
Si 0.0374 -0.0403 0.0011
Si 0.0013 -0.0785 0.0025
Si -0.0162 0.0048 -0.0049
Si -0.0373 0.0589 0.0107
Si 0.0524 0.0155 0.0141
Si 0.0236 -0.0246 0.0055
Si 0.0424 0.0378 0.0111
Si -0.0088 0.0291 0.0073
Si 0.1778 0.0328 0.0117
Si 0.1012 0.0721 0.1125
Si -0.0088 -0.0122 -0.0102
Si 0.1066 -0.1528 0.1257
Si 0.1099 -0.1078 0.1873
Si 0.0218 -0.1553 0.1578
Si -0.0113 -0.045 0.0587
Si -0.0943 0.1444 -0.18
Si 0.0975 -0.0029 -0.2232
Si 0.0772 -0.0629 -0.0602
Si 0.1458 0.0875 -0.0158
Si -0.0293 0.0528 -0.0062
Si -0.1446 -0.0959 0.1679
Si -0.041 -0.1591 0.2003
Si -0.1122 -0.0393 0.3481
Si -0.015 0.1258 -0.1464
Si -0.0571 0.1469 -0.0295
Si -0.1423 0.1216 -0.053
Si 0.0448 0.0893 -0.0191
Si 0.2439 0.2575 -0.2442
Si -0.2458 0.0693 -0.3054
Si -0.1745 -0.0971 -0.0607
Si -0.0478 -0.1488 -0.1526
Si -0.0192 -0.0706 -0.0007
Si -0.0417 -0.0368 -0.0048
Si -0.0074 -0.0652 -0.0024
Si -0.0408 -0.0182 -0.0132
Si 0.0053 0.0358 0.0087
Si -0.0142 0.0418 -0.004
Si -0.0444 0.0482 -0.0026
Si 0.0226 0.0548 -0.0046
Si 0.093 0.0983 0.0056
Si -0.0958 0.0276 0.0068
Si -0.0687 -0.0363 -0.0103
Si -0.0193 -0.0586 0.0028
Si 0.0033 -0.0277 -0.0051
Si 0.0017 -0.0227 -0.0219
Si 0.018 -0.0069 -0.0154
Si 0.0054 -0.0236 0.0058
Si -0.0173 -0.0188 -0.0361
Si 0.0041 -0.0125 0.0139
Si 0.0187 -0.037 -0.031
Si 0.0169 0.0021 0.0333
Si -0.0086 -0.0007 0.0106
Si 0.0091 0.0146 -0.0013
Si 0.0113 0.0169 0.0039
Si 0.0138 0.0389 0.0209
Si 0.0034 0.0146 0.016
Si -0.0118 0.0149 0.0034
Si -0.0441 -0.0031 -0.0041
Si 0.0038 -0.002 0.0113
Si -0.0111 -0.0196 0.0032
Si 0.0015 -0.0052 0.0091
Si -0.0103 -0.014 0.0047
Si 0.0058 0.0079 0.0086
Si 0.0141 0.0079 0.0228
Si 0.0083 -0.0276 0.0744
Si -0.0325 0.0316 0.0067
Si 0.0654 0.0152 -0.0376
Si -0.0454 0.0018 0.007
Si 0.0128 -0.0239 0.0031
Si 0.0257 -0.0031 -0.0099
Si 0.0054 0.0113 0.0056
Si 0.0005 0.0169 0.0005
Si 0.0098 0.0186 -0.0265
Si -0.0407 -0.0061 -0.0182
Si 0.0249 -0.0254 -0.0143
Si -0.0032 -0.0377 0.0171
Si -0.0176 -0.0172 0.0079
Si 0.0077 -0.0062 -0.0027
Si 0.0148 -0.0194 0.0087
Si 0.0026 0.0288 -0.0104
Si -0.0138 0.0084 -0.0018
Si -0.0065 -0.01 0.0065
Si -0.0126 -0.0065 0.0006
Si 0.0042 -0.0052 0.0135
Si -0.0009 0.0074 0.001
Si 0.0003 -0.0062 0.0057
Si 0.0086 -0.0185 0.0191
Si 0.0008 0.0125 0.0103
Si -0.0098 0.013 -0.0063
Si -0.0098 -0.0056 0.0063
Si -0.009 0 0.0065
Si -0.0049 0.0069 0.0096
Si -0.0008 0.0147 -0.0072
Si -0.0017 0.0095 -0.0103
Si 0.0094 0.0017 -0.019
Si 0.0081 -0.0063 -0.0032
Si -0.0066 0.008 -0.0026
Si 0.0041 0.0018 -0.0076
Si -0.0265 0.0042 -0.0087
Si -0.0038 -0.0062 -0.0149
Si 0.0244 -0.0075 0.0123
Si 0.0014 0.0152 -0.0066
Si 0.0069 -0.0011 -0.0161
Si 0.0071 0.0044 0.0015
Si 0.0041 -0.0033 0.0027
Si 0.0008 -0.0061 0.0038
Si 0.0082 -0.0014 0.0081
Si 0.0056 -0.0013 0.002
Si 0.0006 -0.0027 0.0061
Si 0.0053 -0.0031 0.0075
Si 0.0007 -0.0062 0.0069
Si 0.0001 -0.0026 0.0072
Si 0.0034 -0.0043 0.0041
Si 0.0062 -0.0051 0.0039
Si 0.0024 -0.0029 0.0048
Si -0.0005 -0.0045 0.0045
Si -0.0001 0.0017 -0.0013
Si -0.0066 0.0072 -0.0069
Si 0.001 0.0069 -0.0064
Si -0.0007 0.0008 -0.0071
Si 0.0024 0.0024 -0.0102
Si -0.0001 0.0047 -0.0033
Si 0.0003 0.0012 -0.0089
Si -0.0012 0.0038 -0.0132
Si 0.0041 -0.0028 -0.0072
Si -0.0032 0.0049 -0.005
Si 0.0011 0.0071 -0.0071
Si 0.0033 0.0045 -0.0023
Si -0.0083 -0.0038 0.0087
Si -0.0048 -0.0054 0.0094
Si 0.0111 -0.0054 0.0107
Si -0.0024 -0.0003 -0.0023
Si -0.0019 -0.0044 -0.0015
Si 0 -0.0081 0.0071
Si -0.0062 -0.0099 0.0067
Si -0.0027 -0.0002 0.0114
Si -0.0021 -0.0004 -0.0008
Si -0.0067 -0.0126 0.0036
Si -0.0071 -0.0075 0.0045
Si -0.002 -0.0052 0.0118
Si -0.0012 -0.0065 -0.0095
Si 0.0013 -0.0046 -0.0103
Si 0.0051 -0.0005 -0.0173
Si 0.0042 -0.0079 -0.0071
Si 0.0057 0.0035 -0.0017
Si 0.0105 0.0088 -0.0048
Si 0.0021 0.0061 -0.0116
Si 0.0066 0.0076 -0.0078
Si 0.0008 0.0027 -0.0053
Si 0.0061 0.0062 -0.0037
Si -0.0006 0.0044 -0.0049
Si 0.0003 0.0037 0.0044
Si 0.0111 -0.0101 0.0091
Si 0.007 -0.0057 0.0047
Si -0.0214 -0.0104 0.0244
Si -0.0033 0.0235 0.0256
Si -0.0302 -0.0105 0.0029
Si 0.0438 0.012 -0.0129
Si -0.007 -0.0078 0.0089
Si -0.0169 -0.0089 -0.0004
Si 0.0268 0.0246 -0.0015
Si 0.0011 -0.0134 -0.0032
Si 0.0083 -0.0093 0.0215
Si -0.0282 -0.0107 0.0047
Si -0.017 0.0133 -0.0089
Si 0.013 -0.0132 -0.0167
Si 0.0099 -0.0096 -0.0162
Si 0.0176 0.0088 -0.0373
Si -0.0062 0.0216 -0.0173
Si -0.0377 -0.0016 -0.0048
Si 0.0229 -0.0204 -0.0163
Si -0.0153 -0.0036 0.0004
Si -0.0089 0.035 -0.0287
Si -0.013 0.0051 -0.0057
Si 0.0258 0.0112 0.004
Si 0.0088 -0.0084 0.0009
O -0.0043 0.0018 0.0136
O -0.0001 -0.0111 0.0205
O 0.0016 -0.0038 0.0167
O -0.0032 0.0114 0.0236
O -0.0038 0.0071 0.0122
O -0.0071 0.0026 0.0178
O 0.0062 0.0023 -0.0035
O -0.0033 0.0103 -0.0051
O -0.0016 -0.0088 0.0145
O 0.001 0.0019 0.0122
O -0.0006 -0.001 0.0232
O 0.0034 -0.0001 0.0165
O 0.0118 0.0063 -0.0161
O 0.0083 -0.0137 -0.0168
O -0.0054 -0.0052 0.006
O 0.0005 -0.0028 -0.0134
O 0.0024 -0.0065 -0.0388
O -0.0073 0.0056 -0.0089
O -0.0014 0.0197 -0.0203
O 0.0126 -0.0038 -0.0017
O 0.0134 0.0112 0.0009
O -0.0054 -0.0072 -0.0248
O 0.0179 0.0091 0.0013
O 0.0041 0.0011 0.0099
Si 0.0037 -0.0035 -0.0035
Si -0.0019 0.0006 0.0038
Si -0.0009 -0.0039 0.0027
Si -0.0008 -0.0017 0.0042
Si -0.0002 0.0046 0.0259
Si 0.0036 0.0063 0.0163
Si -0.0017 0.0045 0.0131
Si 0.0013 -0.0061 -0.0016
Si 0.0003 0.0005 0.0042
Si -0.0079 -0.004 -0.0069
Si -0.0021 0.0016 -0.0144
Si 0.0017 0.0007 0.0044
Si -0.0081 -0.0012 0.014
Si -0.0017 0 0.0062
Si 0 0.0053 -0.0231
Si -0.0053 -0.0079 -0.002
Si 0.0086 0.0095 0.0197
Si -0.0045 0.0018 0
Si 0.0008 0.0017 0.0039
Si -0.0066 0.0028 -0.0003
Si 0.006 0.0013 -0.0082
Si 0.004 0.0047 -0.0147
Si 0.0005 -0.0007 0.0005
Si -0.0028 0.001 -0.0004
Si 0.0062 -0.003 -0.0097
Si -0.0018 -0.0009 0.0011
Si -0.0136 -0.0069 0.015
Si 0.0095 -0.0096 -0.0203
Si -0.0002 -0.0024 0.0032
Si -0.0011 -0.0005 0.0054
Si 0.0031 -0.006 -0.0191
Si 0.0009 0.0023 0.0009
Si 0.0004 -0.0013 0.0034
Si -0.0046 0.0005 -0.0346
Si -0.0001 -0.0025 0.0058
Si -0.0067 -0.01 -0.0025
Si 0.0033 -0.0013 0.0066
Si 0.0048 -0.0042 -0.0022
Si -0.0012 0.001 0.0011
Si -0.0135 -0.004 0.0132
Si 0.0004 -0.0009 0.0006
Si -0.0029 -0.0013 0.0048
Si 0.0005 -0.0008 0.0039
Si -0.0003 0.0022 0.0038
Si -0.0037 0.0054 -0.017
Si 0.0011 -0.0007 0.0049
Si 0.0009 -0.001 0.0037
Si 0.0108 -0.0049 0.0168
Si 0 0.0079 -0.0079
O 0 -0.0016 -0.0014
O 0.0039 0.0015 -0.0016
O 0.0013 0.0025 0.0024
O 0.0017 -0.0018 0.0045
O 0.0011 0.0021 0.0024
O -0.004 0.0052 0.0048
O 0.0073 0.0023 -0.0054
O 0.0026 0.0015 -0.0066
O 0.0003 -0.002 -0.0007
O 0.0009 -0.0005 -0.0016
O 0.0073 0.0031 -0.0098
O 0.004 0 -0.0041
O 0.0005 0.0032 0.01
O 0.0011 0.0004 0.0059
O 0.0035 -0.003 0.0006
O 0.0029 -0.0021 0.0072
O -0.003 0.0003 0.0023
O -0.0009 -0.003 0.0025
O 0.0008 -0.001 -0.0032
O -0.0003 0.0004 0.0021
O 0.0014 -0.0003 0.0019
O 0.0041 -0.001 -0.0048
O -0.003 -0.0122 0.0059
O 0.0019 0.0018 -0.0022
O 0.0041 -0.0013 0.0018
O 0.0024 -0.0014 -0.0015
O 0 0.0001 0.0027
O 0.0011 0.0001 -0.0008
O -0.0078 -0.0013 -0.0057
O -0.002 -0.0041 -0.0004
O -0.0008 0.0015 -0.0027
O -0.0046 0.0029 0.0033
O 0.0022 -0.003 0.0047
O 0.0045 -0.0035 -0.0031
O 0.0004 -0.003 0.0091
O -0.0014 -0.002 -0.001
O 0.001 -0.0013 0.0045
O -0.0002 -0.0013 0.005
O -0.0001 0.0026 -0.0038
O -0.0041 0.0015 -0.0004
O -0.0044 -0.0029 0.0101
O -0.0039 0.0005 0.0075
O -0.0021 0.0052 -0.003
O -0.0022 -0.0009 0.0044
O 0.0064 -0.0013 0.0014
O 0.0099 0.0071 0.0017
O 0.0003 0.0014 0.003
O 0.0028 -0.0016 -0.0033
O 0.0025 0.001 0
O -0.0009 -0.0014 -0.0013
O 0.0057 0.0023 -0.003
O 0.0002 0.0007 -0.0006
O 0.0027 -0.0008 -0.0018
O 0.005 -0.0017 0.0038
O -0.0038 0.0102 0.0091
O 0.0011 -0.0012 -0.0012
O -0.0033 -0.0002 -0.0036
O 0.0005 0.0046 0.0021
O 0.002 -0.0018 0.0072
O -0.0033 -0.0004 0
O -0.0023 -0.0005 -0.002
O -0.0012 0.0027 -0.0005
O 0.0027 -0.0014 -0.0015
O 0.0044 -0.0046 0.0063
O 0.0007 0.0055 -0.0087
O -0.0041 -0.0048 -0.0028
O -0.0003 -0.0006 -0.0008
O -0.0007 -0.0016 -0.0049
O -0.0039 0.0045 0.0054
O 0.0047 -0.001 -0.0064
O -0.001 0.001 -0.0018
O -0.0019 -0.0013 -0.0023
O -0.0009 -0.005 0.0023
O -0.0001 -0.0023 -0.0008
O -0.0015 -0.0012 0.0016
O -0.0043 0.0018 -0.003
O 0.0001 0.0017 0.0009
O 0.001 -0.0003 -0.0029
O -0.0017 0.0005 -0.0013
O 0.0017 0.0099 0.0085
O -0.0011 -0.001 -0.0025
O 0.0014 0.0002 -0.0016
O 0.001 -0.0006 0.0012
O 0.0048 0 -0.0055
O 0.0024 0.0013 0.0024
O -0.0016 -0.0032 -0.0012
O -0.021 0.0318 0.0031
O 0.0085 -0.0057 0.0186
O -0.0006 -0.0205 0.0176
O 0.001 -0.0045 0.0095
O -0.0025 -0.0008 -0.0111
O -0.0074 -0.012 0.0181

The program warned: the cutoff lies below the one the program advises for these potential files; the forces do not sum to zero within the program's tolerance; the exchange-correlation potential is rough where the density is thin.
